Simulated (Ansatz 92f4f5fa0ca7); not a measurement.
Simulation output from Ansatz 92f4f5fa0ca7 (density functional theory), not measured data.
Periodic cell of 184 atoms, Si120O64, from a study of silicon, its oxide and their interface. The atomic structure is a simulated model.
This geometry differs little from another in the collection (a relaxation step or a small displacement).

Settings: functional r2SCAN; potential files Ansatz PAW; basis plane waves; wave-function cutoff 800 eV; density cutoff ratio 5; exchange-correlation grid ratio 1; k mesh 1 x 1 x 1, shifted by 0.5 0.5 0 of a step; self-consistency stop 1e-10 eV per atom in the density residual; occupations fixed; spin none; net charge 0.

Cell vectors (angstrom)
a  10.888  0  0
b  0  10.888  0
c  0  0  26.622

Atoms and the computed forces on them: element, x, y, z (angstrom), force x, y, z (eV/angstrom)
Si  0.7089  -0.651  0.0928  -0.0153  0.0338  -0.112
Si  2.8878  2.3554  -0.0751  -0.0183  0.0154  -0.1251
Si  -0.324  5.5436  0.0338  0.0113  -0.0183  -0.1188
Si  2.4008  8.3703  -0.0048  0.0304  -0.031  -0.0816
Si  5.1071  0.1567  0.187  0.019  -0.0205  -0.1067
Si  7.839  2.9225  0.0849  0.0214  -0.0184  -0.111
Si  5.5453  5.0049  0.1074  -0.0218  0.0183  -0.1083
Si  8.121  7.4435  -0.1457  -0.0103  0.0191  -0.1367
Si  1.4316  1.1955  1.3657  0.0021  -0.0008  0.0093
Si  3.9868  3.8827  1.368  0.0009  -0.002  0.0093
Si  1.2804  6.7638  1.3025  -0.0009  0.0029  0.0089
Si  3.9779  9.4361  1.4174  -0.0019  -0.0002  0.0022
Si  6.7395  1.3319  1.4081  -0.0016  0.0012  0.0081
Si  9.4597  4.0058  1.3995  0.0004  0.0025  0.0054
Si  6.7021  6.5409  1.4171  0.0069  0.0017  0.0085
Si  9.7415  9.6031  1.4244  -0.0197  -0.0115  -0.0243
Si  0.0101  2.6268  2.6566  0.0001  0  -0.0033
Si  2.7445  -0.0591  2.8498  -0.001  0.0003  -0.0017
Si  0.0369  8.1182  2.8026  0.0031  -0.0083  0.0043
Si  2.6917  5.3952  2.6342  -0.0001  -0.0001  -0.0038
Si  5.4091  2.6624  2.8133  0.0005  0.0001  -0.0019
Si  8.2407  0.0441  2.7081  -0.0053  -0.0004  -0.0032
Si  5.4625  8.1085  2.6728  0.0006  -0.0023  -0.0036
Si  8.1646  5.3606  2.8183  -0.0011  -0.0001  -0.0021
Si  1.3525  4.0377  4.0204  0.0003  0.0002  0.0005
Si  4.1016  1.301  4.1768  -0.0011  0.0008  0.0016
Si  1.3655  9.4901  4.1708  -0.0002  0.0002  0
Si  4.0674  6.7671  4.0282  0.0002  -0.0002  0.0007
Si  6.7828  4.0383  4.1524  -0.0005  0  0.0012
Si  9.5376  1.3781  4.1128  0.0015  0  0.0011
Si  6.8537  9.5002  4.0155  0.0008  0.0003  -0.0008
Si  9.5284  6.7672  4.1214  0.0015  -0.0003  -0.0006
Si  -0.0151  -0.0088  5.4625  -0.0001  0.0004  0.0008
Si  2.7068  2.7114  5.4345  0.0009  0.0005  0.0012
Si  0.0213  5.3995  5.4393  0.0003  -0.0007  0.0012
Si  2.7556  8.1233  5.469  0.0004  -0.0012  0.0015
Si  5.4967  -0.057  5.4587  0  0  0.0019
Si  8.1754  2.7119  5.4972  0.0009  0.0001  0
Si  5.42  5.4425  5.4389  -0.0003  0  0.0007
Si  8.1718  8.16  5.4326  0.0003  0.0004  0.0009
Si  1.3467  1.3676  6.796  0.0004  0.0004  0.0004
Si  4.0742  4.0772  6.791  0  -0.0005  0.001
Si  1.3732  6.7724  6.8136  0.001  -0.0003  0.0007
Si  4.1131  9.4994  6.8267  0.0005  -0.0006  0.0011
Si  6.813  1.3392  6.8305  0.0007  -0.0005  0.0014
Si  9.5389  4.0895  6.8347  0.0003  0  0.0009
Si  6.7935  6.8161  6.7829  0.0004  -0.0005  0.0007
Si  9.5141  9.5262  6.8033  0.0001  -0.0002  0.0006
Si  0.0095  2.7178  8.1814  0.0008  0.0001  0.0012
Si  2.7298  0.0273  8.135  0.0009  -0.0001  0.0015
Si  0.0109  8.184  8.143  0.0009  -0.0003  0.0016
Si  2.7504  5.4301  8.1731  0.0005  -0.0005  0.0012
Si  5.4442  2.7432  8.1657  0.0011  0.0002  0.0012
Si  8.1671  -0.0123  8.1741  0.0005  0.0007  0.0008
Si  5.4807  8.1618  8.1924  -0.0002  0  0.0007
Si  8.1647  5.4844  8.1524  0.001  -0.0001  0.0011
Si  1.4079  4.0601  9.5238  0.0007  -0.0007  0.0006
Si  4.0744  1.3834  9.5183  0.001  -0.0003  0.0014
Si  1.3531  9.5827  9.494  0.0008  -0.0005  0.0007
Si  4.1076  6.8081  9.5303  -0.0004  -0.0005  0.0004
Si  6.7996  4.1429  9.5215  0.0001  -0.001  0.001
Si  9.4969  1.372  9.5123  0.0002  0.0008  0.0005
Si  6.8277  9.5392  9.558  -0.0002  -0.0008  0.0001
Si  9.5143  6.8642  9.5079  0.0006  -0.0001  0.0013
Si  -0.0496  0.023  10.8757  0.0005  0.0011  0.0015
Si  2.7383  2.7054  10.9477  0.0007  -0.0006  0
Si  0.0444  5.4936  10.7614  -0.0011  -0.0007  0.0006
Si  2.7681  8.2549  10.8078  0.0012  -0.0012  -0.0006
Si  5.4503  0.0411  10.861  -0.0008  -0.0001  -0.0008
Si  8.1531  2.7634  10.8506  0.0007  0.0014  -0.0001
Si  5.4595  5.4871  10.948  0.0018  -0.0004  -0.0002
Si  8.1909  8.2166  10.9518  0.0004  -0.0008  -0.0001
Si  1.2877  1.3488  12.2539  -0.0003  -0.0039  -0.0014
Si  4.1171  4.0883  12.3045  -0.0016  -0.001  -0.0018
Si  1.391  6.8932  12.0696  0.0032  0.0002  -0.0002
Si  4.1102  9.5841  12.2349  -0.0053  0.0024  0.0033
Si  6.7538  1.434  12.2202  -0.0004  -0.0028  0.0006
Si  9.6  4.1375  12.0969  0.0003  -0.0006  -0.0007
Si  6.8069  6.8989  12.3259  0.0019  -0.0015  -0.0012
Si  9.5212  9.609  12.3431  0.0006  0.0012  -0.0028
Si  0.0099  2.8458  13.585  0.0034  -0.0036  0.0064
Si  2.5779  -0.1057  13.5753  -0.0088  -0.0205  -0.0263
Si  0.0718  8.1592  13.5383  -0.0025  0.0005  0.0074
Si  2.7437  5.5859  13.4389  0.0013  -0.0001  0.0049
Si  5.5271  2.8049  13.7311  0.0022  0.0074  0.0059
Si  8.1289  0.1912  13.6432  0.0018  -0.0007  0.0062
Si  5.4815  8.3355  13.7159  0.0014  -0.0015  0.0088
Si  8.2636  5.4572  13.4795  -0.0004  0.0038  0.0083
Si  1.2025  4.5077  14.792  -0.0306  0.0141  -0.1049
Si  4.4698  1.5195  15.4386  0.0291  -0.0133  -0.1514
Si  1.6813  9.1133  14.9586  0.0202  -0.0314  -0.148
Si  3.9561  6.9792  14.8851  -0.0157  0.0244  -0.099
Si  7.3585  3.7802  14.7927  0.0234  -0.0308  -0.0742
Si  9.0955  1.9899  14.8353  -0.0307  0.0308  -0.099
Si  6.5639  10.0331  15.0701  -0.0189  0.0083  -0.1178
Si  9.8186  6.5914  14.7812  0.0206  -0.0262  -0.0995
Si  23.6685  -3.043  19.7839  0.0057  0.0283  -0.2366
Si  30.2542  22.8457  24.3475  -0.0172  -0.0202  -0.2189
Si  -19.6737  37.4393  19.8484  0.0327  -0.0248  -0.2726
Si  -24.6391  -24.6399  16.9723  -0.0266  -0.0077  -0.2694
Si  11.2045  11.0758  23.6569  0.0349  -0.0282  -0.283
Si  41.2539  24.3772  19.7907  0.0193  -0.0096  -0.2486
Si  -22.1072  -17.8349  21.6621  -0.0475  -0.0074  -0.284
Si  -0.2338  19.4593  21.867  -0.0002  -0.0439  -0.2596
Si  -4.7622  37.1734  19.7689  0.003  0.0055  -0.2911
Si  4.256  14.5497  21.5989  -0.001  0.0158  -0.237
Si  23.2135  -6.6854  24.3571  -0.0187  -0.0038  -0.2786
Si  12.0432  42.6877  17.9135  -0.0414  0.0324  -0.2715
Si  -2.2336  -4.4033  22.0437  0.0062  0.0172  -0.2077
Si  -18.0574  -26.25  24.4668  0.0241  -0.0342  -0.2643
Si  -15.8042  -16.1552  16.9288  0.0146  0.0081  -0.2746
Si  -8.4427  24.8072  17.2178  0.0212  -0.0203  -0.2828
Si  39.1679  0.1444  19.9987  0.0275  -0.0273  -0.2416
Si  -3.8448  20.3981  24.799  0.0053  0.0244  -0.2113
Si  3.5797  21.1606  19.6258  -0.0274  -0.0254  -0.2635
Si  -7.7476  -10.0061  22.4189  0.0277  -0.0005  -0.2635
Si  5.945  11.1615  22.9686  -0.0549  0.0353  -0.2646
Si  30.2689  8.6052  19.9288  -0.0087  0.0135  -0.2925
Si  -0.3721  1.5692  17.6133  0.006  -0.027  -0.2718
Si  -5.1211  -26.837  22.4325  0.0557  -0.0626  -0.2602
O  7.3564  7.9744  -1.4936  0.0177  -0.0442  0.1147
O  4.0612  12.1455  -0.4865  -0.0013  -0.0008  0.0621
O  -14.1741  1.2937  -7.0365  -0.0274  -0.0184  0.0812
O  4.3652  22.1343  -3.2626  0.0301  -0.0136  0.1029
O  -12.1106  2.5386  -8.0479  -0.0758  0.0399  0.1686
O  2.1514  14.9904  -10.5785  0.0416  -0.0488  0.1536
O  -32.0533  47.2799  -3.6222  0.0778  0.0083  0.1995
O  14.3142  2.4359  -4.4695  -0.0189  -0.0442  0.0918
O  16.8561  0.6214  -5.2035  -0.0202  0.0054  0.2076
O  -4.9976  -16.0071  -5.8328  -0.0168  0.0443  0.1719
O  7.291  6.1826  -3.7391  -0.0279  0.0018  0.096
O  18.1292  -23.0602  -6.5439  -0.0141  0.0165  0.0882
O  5.2063  4.3156  -3.8685  0.0097  0.0275  0.1157
O  11.9571  -3.0227  -5.432  -0.061  0.0146  0.1458
O  -10.8634  16.3981  -11.2585  0.0031  0.0013  0.0547
O  -8.3207  21.5723  -8.2127  0.0675  -0.0096  0.131
O  5.0963  -0.1662  19.1905  0.0189  0.0098  0.0994
O  -19.7026  6.3088  19.3272  -0.0046  -0.0042  0.0858
O  7.0259  12.2042  23.6236  0.0643  0.0076  0.11
O  -1.198  -3.3325  22.6963  0.0006  -0.0009  0.0966
O  12.5754  0.8461  23.1091  -0.0716  -0.0082  0.1139
O  53.1027  24.5092  21.1241  0.0549  0.027  0.1394
O  22.022  9.6623  22.9096  0.0131  0.087  0.1431
O  -17.1056  38.7447  16.063  0.0519  -0.0411  0.1238
O  3.1725  4.7337  21.052  0.0429  -0.0181  0.1273
O  20.7175  -9.84  23.4227  -0.0248  0.0021  0.0968
O  -8.3375  5.354  24.0261  -0.0007  0.0098  0.0988
O  9.3956  -26.1311  26.048  0.0039  -0.0125  0.0643
O  16.7148  21.0381  25.6459  -0.055  0.0345  0.131
O  18.239  9.3506  16.3258  0.0455  -0.0551  0.1321
O  22.437  26.0775  20.419  -0.0592  -0.0182  0.1383
O  9.1592  7.4067  16.0156  -0.0507  0.0468  0.1329
O  3.8322  2.2426  16.7811  -0.058  0.0293  0.1246
O  -1.3811  5.1363  21.9082  0.0008  0.0088  0.0789
O  13.9961  -10.7873  20.9989  -0.0159  0.0665  0.1996
O  10.7909  -10.7785  18.2661  0.0042  -0.019  0.0905
O  -13.4211  -0.425  24.987  -0.0001  -0.0211  0.0805
O  2.8151  18.9098  15.4723  -0.007  0.0071  0.0623
O  9.7792  20.136  20.6722  0.0467  -0.0065  0.1326
O  -1.2621  1.4156  16.2716  0.065  -0.0203  0.1897
O  19.5253  24.0203  25.4382  -0.0222  0.062  0.1421
O  -14.1241  -6.9474  19.6673  0.0018  -0.0034  0.0858
O  3.0277  -3.169  25.1881  -0.0482  0.0641  0.1327
O  6.528  -1.2196  23.2586  0.0294  -0.0315  0.1342
O  5.2147  3.2835  20.3347  -0.038  -0.0082  0.123
O  -20.7754  -24.067  18.6491  0.0253  -0.0651  0.1381
O  8.7439  19.2893  18.3505  0.0235  0.0244  0.2213
O  -24.0475  19.6932  27.1724  0.0281  0.0215  0.0597
O  14.2024  30.4387  19.8604  0.0078  -0.0052  0.0801
O  5.5477  -5.8895  18.3443  0.0066  -0.0536  0.22
O  -9.7689  -1.0612  16.3048  -0.0174  0.0399  0.2074
O  33.084  -0.0326  25.2315  0.0252  -0.0463  0.2233
O  0.3352  4.8298  25.3501  -0.0477  0.044  0.1457
O  26.4229  -4.099  23.1464  -0.0718  0.0271  0.1481
O  11.9956  2.12  17.2538  -0.0158  -0.0083  0.0892
O  17.6098  4.0006  26.1351  -0.0014  0.0011  0.0595
O  -7.7247  -9.9343  14.6836  0.0264  0.0316  0.0767
O  -8.6857  2.9911  25.1675  0.0434  -0.0489  0.1439
O  -19.1973  3.793  18.636  -0.0178  0.0796  0.2028
O  -6.1196  16.6219  25.4925  0.0489  -0.041  0.1455
O  -16.2669  -10.6253  15.7083  -0.0158  0.0017  0.0659
O  -4.0209  17.8192  17.1843  0.003  0.0016  0.0922
O  -4.0537  -6.4296  16.1991  -0.047  0.0601  0.1373
O  -24.4163  28.9237  20.6029  0.0111  -0.0571  0.1405

Results
free energy: -113256.605 eV
free energy less fixed offsets of O -570.45, Si -639.56 eV per atom: -0.605 eV

The program warned: the cutoff lies below the one the program advises for these potential files; the forces do not sum to zero within the program's tolerance; empty levels may hold ghost states of the PAW files; the exchange-correlation potential is rough where the density is thin.
